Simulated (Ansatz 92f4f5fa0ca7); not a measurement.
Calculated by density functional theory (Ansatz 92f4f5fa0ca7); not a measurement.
Periodic cell of 184 atoms, Si120O64, from a study of silicon, its oxide and their interface. The atomic structure is a simulated model.
This geometry differs little from another in the collection (a relaxation step or a small displacement).

Settings: functional r2SCAN; potential files Ansatz PAW; basis plane waves; wave-function cutoff 800 eV; density cutoff ratio 5; exchange-correlation grid ratio 1; k mesh 1 x 1 x 1, shifted by 0.5 0.5 0 of a step; self-consistency stop 1e-10 eV per atom in the density residual; occupations fixed; spin none; net charge 0.

Cell vectors (angstrom)
a	10.887	0	0
b	0	10.887	0
c	0	0	26.9781

Atoms: element, x, y, z (angstrom)
Si	0.4106	-0.4651	0.0546
Si	3.0786	2.6575	0.1176
Si	-0.066	5.5711	0.1406
Si	2.8715	8.4592	0.175
Si	5.3393	0.4772	-0.0483
Si	8.1787	2.958	0.2429
Si	5.7656	4.9478	-0.0233
Si	8.5486	7.8366	0.0695
Si	1.4156	1.3717	1.215
Si	4.2763	4.0131	1.5495
Si	1.6129	6.765	1.2962
Si	4.2865	9.7446	1.4146
Si	6.9268	1.3933	1.4271
Si	9.6594	4.1304	1.5582
Si	6.8025	6.7513	1.2048
Si	9.6605	9.4288	1.4113
Si	0.1066	2.6551	2.7351
Si	2.7895	0.1042	2.7254
Si	0.1497	8.0654	2.7335
Si	2.8549	5.4247	2.7504
Si	5.5826	2.6642	2.8941
Si	8.2713	-0.0518	2.7054
Si	5.5427	8.1782	2.6447
Si	8.1699	5.4878	2.7574
Si	1.4472	4.0576	4.0786
Si	4.1225	1.3663	4.1726
Si	1.4366	9.5415	4.0473
Si	4.1636	6.8484	4.064
Si	6.881	4.1107	4.1673
Si	9.5869	1.3338	4.0842
Si	6.8879	9.4904	4.0634
Si	9.5883	6.7982	4.098
Si	0.0461	-0.0258	5.4405
Si	2.7642	2.739	5.4965
Si	0.0336	5.3999	5.4328
Si	2.7669	8.1798	5.4202
Si	5.4831	-0.0507	5.4447
Si	8.2263	2.7026	5.4635
Si	5.4753	5.4751	5.4686
Si	8.2289	8.1634	5.4546
Si	1.3664	1.3681	6.8079
Si	4.0966	4.1187	6.8301
Si	1.3665	6.8251	6.7654
Si	4.1006	9.5081	6.8127
Si	6.8123	1.3564	6.7963
Si	9.555	4.0686	6.8216
Si	6.8415	6.8215	6.8167
Si	9.5399	9.5403	6.8147
Si	-0.0171	2.7027	8.1825
Si	2.7109	-0.0112	8.1445
Si	-0.0275	8.1479	8.157
Si	2.6993	5.4741	8.1451
Si	5.4418	2.7245	8.1655
Si	8.1503	-0.0004	8.1668
Si	5.4563	8.1642	8.1719
Si	8.1591	5.4217	8.1681
Si	1.3096	4.1259	9.488
Si	4.0629	1.347	9.4996
Si	1.285	9.5619	9.4921
Si	4.0779	6.8031	9.5018
Si	6.7747	4.0946	9.5488
Si	9.4506	1.3836	9.5405
Si	6.7798	9.544	9.5402
Si	9.4819	6.7917	9.5362
Si	-0.1104	0.0168	10.8905
Si	2.6707	2.7446	10.7701
Si	-0.0915	5.4061	10.9082
Si	2.6703	8.1834	10.7583
Si	5.4195	0.02	10.9116
Si	8.0783	2.7189	10.9395
Si	5.4036	5.4518	10.9188
Si	8.0885	8.1384	10.895
Si	1.2409	1.4973	12.1226
Si	4.0149	4.021	12.1779
Si	1.3327	6.8301	12.1001
Si	3.9732	9.5235	12.1402
Si	6.7028	1.4054	12.3624
Si	9.3953	4.0663	12.3355
Si	6.7204	6.8322	12.3322
Si	9.3834	9.5281	12.2541
Si	-0.0943	2.6976	13.6822
Si	2.62	0.1208	13.3339
Si	-0.0169	8.1608	13.4569
Si	2.6237	5.3961	13.4144
Si	5.2372	2.7366	13.739
Si	7.9974	-0.0438	13.72
Si	5.2141	8.1824	13.618
Si	8.0207	5.4173	13.7513
Si	1.0914	4.3866	14.8603
Si	3.9067	1.1781	14.9818
Si	1.1743	9.7981	14.6165
Si	4.0716	6.49	14.8502
Si	6.3314	4.2999	15.1171
Si	9.7346	0.966	14.9498
Si	6.1778	9.8491	14.9493
Si	9.763	6.6242	14.7913
Si	3.7411	7.571	24.455
Si	-8.6193	29.3303	20.9965
Si	2.1682	26.5451	22.3442
Si	-3.9236	30.7212	17.867
Si	16.533	5.4283	19.8641
Si	14.3743	4.7172	24.8719
Si	9.1769	21.129	19.4013
Si	8.8077	17.6089	17.4902
Si	-32.467	29.5566	18.844
Si	-7.5986	3.2867	20.0789
Si	7.6558	36.7059	17.8097
Si	-2.0164	-24.8523	24.0451
Si	-4.0208	-11.6344	21.5521
Si	-2.0295	-8.5435	24.3718
Si	-11.4064	-0.3042	24.0532
Si	2.0492	-8.2261	17.1749
Si	17.1158	7.2876	22.3811
Si	-11.9271	-9.0255	17.848
Si	-11.321	26.7897	24.1519
Si	-8.7356	20.6404	22.7876
Si	4.4819	8.1105	19.0987
Si	4.4151	0.8338	21.7511
Si	24.1915	29.9575	16.8274
Si	28.0856	11.7223	23.9904
O	-0.5278	-12.6526	-7.5535
O	-6.4042	4.3557	-6.8691
O	9.2619	-14.3192	-10.8546
O	-20.304	8.7393	-5.2423
O	1.2994	7.1151	-7.1785
O	2.9048	19.6842	-3.1358
O	-7.0647	1.9491	-6.1988
O	-3.3614	18.3426	-8.8639
O	19.0953	8.1841	-1.4929
O	6.0903	-15.7121	-5.6697
O	-5.8375	18.1766	-3.4571
O	7.0613	14.8895	-0.3706
O	0.5287	2.2042	-9.414
O	9.9442	17.561	-8.3558
O	-1.2456	9.1868	-3.3931
O	-7.9073	1.6265	16.2924
O	-11.917	0.7733	19.0514
O	-3.8366	-0.3228	23.1129
O	14.5855	8.1543	20.5133
O	-5.9125	-5.9011	25.4965
O	4.1445	12.4228	26.5431
O	2.7113	14.5461	25.8322
O	-1.6794	12.2827	16.4319
O	-1.1653	6.7316	26.8568
O	-12.4087	25.591	23.9007
O	37.6248	1.3073	23.2127
O	13.144	20.2639	15.7693
O	-13.3023	5.2239	17.0821
O	-16.0545	9.1315	18.8774
O	-4.8796	21.9552	25.4517
O	13.9715	6.9116	16.0934
O	6.8408	-6.2509	19.086
O	7.668	-3.5997	23.1036
O	-2.5976	10.251	20.7693
O	11.8196	18.8749	17.4229
O	0.1752	37.5422	25.6531
O	5.0196	6.5931	18.9168
O	0.0194	10.7518	15.2795
O	-4.3182	9.0949	16.3297
O	24.5797	-7.8903	18.5647
O	13.4628	17.1732	21.926
O	16.1287	5.4966	15.4569
O	3.3309	4.1756	23.3385
O	22.7501	21.5195	23.4345
O	3.4124	-2.2916	18.0054
O	1.6388	9.4072	26.5939
O	21.3631	10.6525	25.6563
O	-8.8015	14.761	20.9988
O	-7.6669	10.6822	22.039
O	-4.1853	3.5625	16.5666
O	-9.0107	3.9703	16.2374
O	10.8766	5.5208	15.2958
O	5.0808	10.9898	15.4196
O	8.7863	13.8923	18.3295
O	-1.8813	24.04	25.987
O	20.5295	1.1022	23.6584
O	-1.0058	-4.3565	24.0061
O	5.7013	11.1041	20.9631
O	-13.6347	-0.8987	18.1891
O	6.2575	19.5335	21.5117
O	14.8737	18.931	25.9944
O	-3.6076	-8.7529	24.0531
O	22.5049	-6.1129	23.064
O	2.8508	27.9929	24.7132

Results
free energy: -113256.869 eV
free energy less fixed offsets of O -570.45, Si -639.56 eV per atom: -0.869 eV

Forces (eV/angstrom), in the order of the atoms: element, x, y, z
Si	-0.0067	-0.0028	-0.0383
Si	0.003	0.0067	-0.0185
Si	-0.0034	-0.0046	-0.0366
Si	0.0042	0	-0.0312
Si	0.0056	0.004	-0.0353
Si	0.0081	-0.0077	-0.0328
Si	-0.0088	-0.0098	-0.0281
Si	0.0085	-0.0009	-0.0362
Si	-0.0026	0.0015	0.0018
Si	0.0024	0.0039	-0.0059
Si	-0.0009	-0.0013	0.0006
Si	0.0039	0.0002	0.0064
Si	-0.0009	-0.0004	0.0024
Si	-0.0005	-0.0055	-0.0026
Si	0.0016	-0.0021	-0.0021
Si	0.0002	0.003	0.0049
Si	0.0024	-0.0007	0.0028
Si	-0.0016	0.0005	0.003
Si	-0.0011	0.0003	0.0017
Si	-0.0012	0.0006	-0.0005
Si	-0.0015	-0.0013	0.0013
Si	0.0032	-0.0015	0.0021
Si	0.0001	0.0004	0.0042
Si	-0.0019	0.0009	-0.0019
Si	0.0007	-0.0003	-0.0014
Si	-0.0047	-0.0005	-0.0029
Si	0.0008	0.0021	-0.0006
Si	0.0014	0.0009	-0.0006
Si	0.0027	0.0022	-0.0021
Si	-0.0006	0.0007	-0.0019
Si	0.0009	-0.0019	-0.0015
Si	-0.0016	-0.0008	-0.0025
Si	-0.0005	0.0016	0.001
Si	-0.0016	-0.0011	-0.0013
Si	-0.0019	-0.0019	0.0035
Si	0.0014	-0.0017	0
Si	-0.0026	-0.0019	0.0027
Si	0.0017	0.0008	0.0008
Si	-0.0001	-0.0007	-0.0013
Si	-0.0012	0.0012	0.0011
Si	0.0021	0.0009	0.0001
Si	0.0022	0.0004	0.0002
Si	0.0004	0.0014	-0.001
Si	0.0008	0.0025	-0.0002
Si	0.0005	0.0014	-0.0021
Si	-0.001	0.0005	0.0006
Si	-0.0011	0.0002	-0.0001
Si	0.0013	-0.001	-0.0008
Si	-0.0004	0.0006	0.0012
Si	-0.001	-0.0007	-0.0013
Si	0.0002	-0.0003	0.0004
Si	-0.0011	0.0002	-0.0004
Si	0.0008	-0.0007	0.0016
Si	-0.0005	0.0013	0.0008
Si	0.0011	-0.0001	0.0001
Si	0.0011	0.0003	0.0018
Si	0.0005	0.0002	0.0021
Si	0.0008	0.0003	0.0021
Si	-0.0001	-0.0004	0.0019
Si	0.0005	0.0003	0.0023
Si	-0.0005	0.0008	-0.0002
Si	-0.0004	-0.0001	0.0005
Si	0.001	0.0011	-0.0006
Si	-0.002	0.001	0.0001
Si	0	0.0004	0.0022
Si	-0.0006	0.0014	-0.0035
Si	0.0009	-0.0006	0.0032
Si	0.0009	0.0028	-0.0039
Si	-0.0005	0.0001	0.0033
Si	0.0008	0.0016	0.0008
Si	0.0013	0.0014	0.0018
Si	0.0012	0.0009	0.0032
Si	-0.0028	0.0035	0.0039
Si	0.0037	-0.001	-0.0023
Si	-0.002	-0.0007	0
Si	0.0012	-0.0019	-0.0003
Si	-0.0002	0.0014	-0.0025
Si	-0.002	0.0008	0.001
Si	0.0001	-0.0003	0.0005
Si	-0.0015	0.0017	-0.0039
Si	0.0009	0.0004	-0.0034
Si	-0.0002	0.0031	0.004
Si	-0.0017	0.0001	-0.001
Si	-0.0021	0.0014	0.0007
Si	-0.002	-0.0006	-0.0027
Si	-0.0009	0.001	0.0033
Si	0.0022	-0.0002	0.0026
Si	0.002	0.0009	-0.0043
Si	-0.0005	0.002	0.0257
Si	-0.0052	-0.003	0.0211
Si	-0.0001	-0.001	0.021
Si	-0.0022	-0.0037	0.0314
Si	0.0004	-0.0019	0.0374
Si	-0.0033	0.001	0.0326
Si	0.001	-0.0044	0.0374
Si	-0.0022	-0.0003	0.0262
Si	-0.0023	0.0061	-0.0471
Si	-0.0027	0.0016	-0.0017
Si	-0.0026	0.0075	-0.0274
Si	0.0044	-0.0008	0.0453
Si	-0.0048	-0.0018	0.0091
Si	-0.0095	0.0096	-0.0462
Si	0.0003	-0.0023	0.0143
Si	0.0011	-0.0003	0.0455
Si	0.0008	0.0014	0.0285
Si	0.0069	0.0026	0.022
Si	0.008	0.0044	0.0406
Si	0.0004	-0.0078	-0.0448
Si	-0.0016	0.001	-0.0116
Si	0.0003	-0.0025	-0.0141
Si	0.0033	-0.0047	-0.064
Si	-0.0089	0.0003	0.0461
Si	0.0018	0.0027	-0.0179
Si	0.0014	0.0055	0.0429
Si	-0.0036	0.0046	-0.0396
Si	0.0009	0.0038	-0.0225
Si	0.0041	-0.0064	0.0223
Si	-0.0022	-0.0033	-0.0132
Si	-0.0048	0.0009	0.0525
Si	-0.0001	0.0014	-0.0434
O	-0.0034	-0.0009	-0.0148
O	-0.002	0.0006	-0.0055
O	0.0092	-0.0011	-0.0343
O	0.0008	0.0023	0.0094
O	-0.0063	0.004	-0.012
O	0.0068	-0.0089	0.0161
O	0.0012	0.0029	-0.0009
O	0.0054	0.0026	-0.0155
O	-0.0057	-0.001	0.0431
O	0	0.0041	0.0029
O	-0.0101	-0.0015	0.0175
O	-0.0009	-0.0012	0.0158
O	0.0073	0.003	-0.0162
O	-0.004	-0.0035	-0.0155
O	-0.0009	-0.0013	0.0131
O	0.012	-0.0081	-0.0237
O	0.0007	0.0074	-0.0134
O	-0.0005	0.0038	0.0149
O	0.0019	-0.0004	-0.004
O	0.0148	-0.0018	0.0255
O	-0.0017	0.0013	0.0177
O	-0.0031	-0.015	0.0276
O	-0.001	-0.0064	-0.0412
O	0.0014	0.0016	0.0156
O	-0.001	-0.004	0.0123
O	0.0063	-0.0003	0.0189
O	-0.0061	0.0134	-0.0312
O	-0.0045	0.006	-0.0175
O	0.0044	0.0016	-0.0144
O	-0.0096	-0.0043	0.0411
O	0.01	-0.0083	-0.0268
O	0.0025	-0.0037	-0.0165
O	0.0098	0.0029	0.0159
O	-0.0018	-0.0007	-0.004
O	0.0099	0.0025	-0.0218
O	0.0025	0.0028	0.0409
O	-0.0009	0.0036	-0.0062
O	0.0014	-0.0035	-0.0166
O	-0.0093	0.0098	-0.0426
O	-0.0024	-0.0041	-0.0259
O	-0.0044	-0.0087	0.0072
O	-0.0021	0.0033	-0.0107
O	0.0054	-0.0028	0.0222
O	-0.007	-0.0001	0.007
O	-0.0143	-0.0004	-0.024
O	-0.0024	0.0016	0.0138
O	0.0132	-0.0041	0.0402
O	0.004	-0.0011	-0.0016
O	-0.0029	-0.0012	0.0069
O	-0.0059	0.0027	-0.0358
O	-0.0048	0.0097	-0.026
O	0.002	-0.0031	-0.0151
O	-0.0001	0.0018	-0.0149
O	0.0015	-0.0002	-0.0158
O	-0.0098	0.0087	0.0491
O	-0.0027	0.0013	0.0166
O	0.0016	-0.001	0.011
O	0.0004	-0.0011	0.004
O	-0.0103	-0.0066	-0.0179
O	0.0015	-0.0025	0.0036
O	-0.0063	0.0117	0.0355
O	0.0015	0.0002	0.0121
O	-0.0064	-0.0003	0.0157
O	0.0035	0.0003	0.0171

The program warned: the cutoff lies below the one the program advises for these potential files; the forces do not sum to zero within the program's tolerance; empty levels may hold ghost states of the PAW files; the exchange-correlation potential is rough where the density is thin.
